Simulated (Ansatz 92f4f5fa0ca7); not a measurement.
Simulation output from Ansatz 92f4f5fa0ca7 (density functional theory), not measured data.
Periodic cell of 212 atoms, Si132O80, from a study of silicon, its oxide and their interface. The atomic structure is a simulated model.
Doubt: the cutoff is far below the 930 eV that the study's wrapper takes by default for these files, so forces and energies are approximate.
This geometry differs little from another in the collection (a relaxation step or a small displacement).

Settings: functional PBE; potential files Ansatz PAW; basis plane waves; wave-function cutoff 580 eV; density cutoff ratio 5; exchange-correlation grid ratio 1; k mesh 1 x 1 x 1, Gamma-centred; self-consistency stop 5e-08 eV per atom in the density residual; occupations fixed; spin none; net charge 0.

Cell vectors (angstrom)
a  10.938  0  0
b  0  10.938  0
c  0  0  31.739

Atoms: element, x, y, z (angstrom)
Si  -0.387  0.3542  24.3472
Si  6.1793  -0.558  24.3273
Si  2.138  3.3111  24.4029
Si  8.6204  2.0928  24.3104
Si  0.4853  5.0901  24.2514
Si  4.7505  6.1111  24.3167
Si  3.04  7.9308  24.4668
Si  7.7683  8.5351  24.3081
Si  1.2834  1.4556  25.6199
Si  6.9295  1.2434  25.7083
Si  4.0338  4.1757  25.5309
Si  9.561  4.0578  25.3907
Si  1.3719  6.7935  25.6572
Si  6.7042  6.8421  25.5331
Si  4.2127  9.6371  25.5486
Si  9.526  9.5417  25.5677
Si  2.7389  0.0389  26.8932
Si  8.2603  -0.0762  27.0588
Si  -0.0706  2.7948  26.9762
Si  5.4638  2.7432  26.8848
Si  2.7399  5.459  27.0249
Si  8.1758  5.4484  26.8328
Si  -0.0153  8.2007  26.9291
Si  5.4619  8.2295  26.9906
Si  4.1018  1.3673  28.3207
Si  9.5708  1.3673  28.3207
Si  1.3673  4.1018  28.3207
Si  6.8362  4.1018  28.3207
Si  4.1018  6.8362  28.3207
Si  9.5708  6.8362  28.3207
Si  1.3673  9.5708  28.3207
Si  6.8362  9.5708  28.3207
Si  0  0  29.688
Si  5.469  0  29.688
Si  2.7345  2.7345  29.688
Si  8.2035  2.7345  29.688
Si  0  5.469  29.688
Si  5.469  5.469  29.688
Si  2.7345  8.2035  29.688
Si  8.2035  8.2035  29.688
Si  1.3673  1.3673  31.0552
Si  6.8362  1.3673  31.0552
Si  4.1018  4.1018  31.0552
Si  9.5708  4.1018  31.0552
Si  1.3673  6.8362  31.0552
Si  6.8362  6.8362  31.0552
Si  4.1018  9.5708  31.0552
Si  9.5708  9.5708  31.0552
Si  2.7345  0  0.6835
Si  8.2035  0  0.6835
Si  0  2.7345  0.6835
Si  5.469  2.7345  0.6835
Si  2.7345  5.469  0.6835
Si  8.2035  5.469  0.6835
Si  0  8.2035  0.6835
Si  5.469  8.2035  0.6835
Si  4.1018  1.3673  2.0507
Si  9.5708  1.3673  2.0507
Si  1.3673  4.1018  2.0507
Si  6.8362  4.1018  2.0507
Si  4.1018  6.8362  2.0507
Si  9.5708  6.8362  2.0507
Si  1.3673  9.5708  2.0507
Si  6.8362  9.5708  2.0507
Si  0  0  3.418
Si  5.469  0  3.418
Si  2.7345  2.7345  3.418
Si  8.2035  2.7345  3.418
Si  0  5.469  3.418
Si  5.469  5.469  3.418
Si  2.7345  8.2035  3.418
Si  8.2035  8.2035  3.418
Si  1.3979  1.3407  4.7401
Si  6.7954  1.3835  4.869
Si  4.1568  4.0632  4.7714
Si  9.5585  4.0984  4.7937
Si  1.3908  6.8547  4.8473
Si  6.8151  6.8454  4.7102
Si  4.0893  9.6096  4.8984
Si  9.6456  9.4963  4.692
Si  2.6712  0.0796  6.3157
Si  8.2771  -0.09  5.978
Si  0.044  2.7216  6.0617
Si  5.4014  2.75  6.3712
Si  2.8357  5.4753  6.1199
Si  8.1495  5.4936  6.0946
Si  0.0168  8.2306  6.2377
Si  5.5509  8.191  6.1689
Si  3.4464  1.9829  7.5797
Si  10.0166  0.8903  7.164
Si  1.7503  3.7799  7.3001
Si  6.3312  4.6778  7.3591
Si  4.6313  6.3976  7.3932
Si  9.2635  7.0659  7.414
Si  0.7716  10.1356  7.4991
Si  7.4938  9.0334  7.2574
O  0.7961  9.9446  9.1741
O  1.1702  4.5594  8.652
O  5.2874  -1.4517  10.6098
O  7.0461  9.8523  8.6323
O  3.5579  1.6553  9.2118
O  4.5661  6.6534  9.1023
O  6.5258  4.9772  9.1805
O  9.8558  6.1338  8.7009
O  2.4381  2.9199  22.801
O  6.3041  10.8572  22.6983
O  7.6804  2.2769  22.9162
O  0.3608  5.602  22.672
O  2.3177  8.6258  23.1078
O  8.1735  8.0424  22.7688
O  4.8788  5.8025  22.7034
O  11.3112  10.5815  23.0153
Si  0.3245  3.662  14.9338
Si  6.8856  11.1973  14.0561
Si  3.9452  2.1064  10.7355
Si  3.3905  1.7082  22.2831
Si  1.8794  10.1002  22.5615
Si  4.8191  10.2267  11.9924
Si  13.3488  11.1993  19.8641
Si  6.365  13.4545  17.0155
Si  9.6829  3.4202  19.693
Si  2.731  17.5653  19.398
Si  -1.477  13.3  16.9234
Si  1.5846  8.621  15.6177
Si  1.0817  6.2739  12.1618
Si  10.4159  11.5803  19.0641
Si  9.5386  6.0635  13.9723
Si  5.4311  14.1154  14.341
Si  11.0098  5.8614  21.0811
Si  6.3965  12.4324  22.2399
Si  -1.0308  2.0183  10.0174
Si  5.3482  5.7378  21.1579
Si  5.9159  6.3773  9.9877
Si  6.9945  16.0302  12.4266
Si  2.538  14.5461  12.9409
Si  11.539  10.7075  10.6254
Si  8.8335  10.9415  11.8379
Si  13.1404  9.059  12.5722
Si  6.6959  3.2536  20.0036
Si  8.567  9.2459  18.834
Si  8.1346  7.4184  21.2574
Si  6.6757  3.4182  10.0622
Si  6.8023  -1.7179  10.0942
Si  6.2958  10.4626  17.0263
Si  -0.1615  5.0089  9.4808
Si  -0.9507  7.5485  16.6121
Si  1.4617  5.8646  16.7988
Si  3.5685  9.3539  17.8098
O  8.3965  11.1672  13.4035
O  7.826  -1.0612  11.1366
O  10.2669  10.2181  11.5439
O  2.405  5.6264  18.1203
O  9.5929  6.7002  20.9696
O  4.9267  2.1063  22.678
O  9.731  3.5281  18.0521
O  -4.0116  10.4606  15.5136
O  3.0691  8.0737  18.6988
O  0.4623  12.3303  10.3989
O  6.7923  17.4361  21.0512
O  6.1883  1.7491  14.0445
O  1.387  6.6  20.382
O  3.493  10.6396  18.805
O  9.1858  17.8955  15.3024
O  6.9995  -3.3498  9.8828
O  14.0634  12.4299  20.6833
O  13.6497  13.8161  11.4909
O  -0.9804  3.6338  9.8327
O  5.9952  -0.6618  13.0856
O  10.8413  17.6352  13.2214
O  4.098  6.2484  20.2212
O  -3.0333  13.356  16.4352
O  2.0513  7.0443  15.8025
O  5.8665  5.9794  11.566
O  4.3283  0.7915  11.6174
O  6.5659  1.7334  20.6276
O  8.2258  16.9461  12.9955
O  1.1  11.6475  19.0212
O  -0.0336  17.2954  17.2764
O  7.5431  3.9927  11.3515
O  5.4459  14.2954  15.9656
O  2.9763  11.24  23.0584
O  10.7895  4.4131  20.3429
O  8.9743  8.0899  17.7513
O  7.9123  8.5835  20.1535
O  12.7889  18.5988  11.8184
O  6.3524  3.2986  18.4265
O  1.3252  15.4259  15.9401
O  2.1924  16.1434  12.7326
O  7.4585  10.194  18.1263
O  5.6156  4.1877  20.761
O  2.5835  9.5438  16.5171
O  -5.2172  11.9743  17.2487
O  9.4955  1.2226  8.6763
O  10.9846  8.7662  16.1616
O  10.5129  13.3912  15.7011
O  3.8946  14.2433  13.8089
O  -0.9892  1.8423  20.0938
O  7.1353  2.4715  8.9382
O  9.7881  11.8596  17.5915
O  -1.091  10.0992  19.4183
O  1.2382  13.9489  13.7471
O  12.8774  10.048  20.934
O  10.0082  15.4964  14.3851
O  1.5755  9.1136  14.0718
O  0.3444  5.6841  10.8547
O  8.204  3.8376  20.2349
O  3.7963  9.2191  12.7345
O  -5.8283  9.3451  17.2423
O  5.1741  3.1795  10.711
O  1.8378  10.3142  11.5942
O  6.2761  4.4088  13.6993
O  8.8808  1.5103  11.1925

Results
free energy: -129408.313 eV
free energy less fixed offsets of O -568.88, Si -635.61 eV per atom: 2.607 eV

Forces (eV/angstrom), in the order of the atoms: element, x, y, z
Si  -0.0236  0.0208  0.0046
Si  0.026  -0.0278  0.0057
Si  -0.0205  0.0157  0.0023
Si  0.0236  -0.0128  0.0007
Si  0.0186  -0.0256  0.0127
Si  -0.0183  0.025  0.0012
Si  0.0224  -0.0282  0.0014
Si  -0.019  0.0285  -0.0005
Si  -0.0035  0.0033  -0.0024
Si  0.0029  -0.0041  0.0033
Si  0.0005  0.0036  0.0074
Si  -0.007  0.0027  -0.0021
Si  -0.0018  0.0039  -0.006
Si  0.0021  -0.0043  0.006
Si  -0.006  -0.0037  -0.0002
Si  0.0008  0.0034  -0.0056
Si  0.0083  0.0073  -0.0023
Si  -0.0007  0.0081  -0.004
Si  -0.0055  -0.0005  0.0076
Si  -0.0027  -0.0028  -0.0049
Si  0.0012  0.0003  0.002
Si  -0.0015  -0.003  0.0009
Si  -0.0003  -0.0049  0.0022
Si  0.0043  -0.0064  0.0065
Si  -0.0247  0.1764  -0.3817
Si  0.0728  0.1387  0.4755
Si  -0.2429  -0.0136  0.3838
Si  0.0518  -0.0334  -0.5676
Si  0.0319  0.171  0.3806
Si  -0.2829  -0.2116  -0.5412
Si  0.137  0.0858  -0.465
Si  -0.0139  -0.2973  0.7063
Si  0.0711  0.1823  0.0162
Si  0.1028  -0.0445  -0.0102
Si  -0.0963  -0.0153  0.0069
Si  -0.0069  -0.1423  0.0118
Si  0.0638  -0.0791  0.0096
Si  -0.0037  0.1046  -0.0019
Si  0.0565  -0.051  0.0215
Si  -0.184  -0.0389  0.0499
Si  0.0655  -0.0872  0.0257
Si  -0.0439  0.0683  -0.0215
Si  0.01  -0.0097  -0.0081
Si  -0.0506  0.0566  -0.0364
Si  -0.0763  0.0498  -0.019
Si  0.0991  -0.0366  0.0305
Si  -0.0512  0.0743  -0.0284
Si  0.0279  -0.0622  -0.0183
Si  0.0328  -0.0467  0.0208
Si  -0.0396  0.0397  -0.0132
Si  -0.0252  0.03  -0.0016
Si  0.0388  -0.0638  0.0351
Si  -0.0347  0.0523  -0.0055
Si  0.0449  -0.0809  0.0203
Si  0.0566  -0.019  0.0428
Si  -0.0274  0.0064  -0.0017
Si  -0.0321  0.044  -0.0512
Si  -0.0268  -0.1083  0.0431
Si  0.0439  -0.0196  0.035
Si  -0.0174  0.0734  -0.0556
Si  0.0225  -0.0511  0.0326
Si  -0.1002  0.0134  -0.0802
Si  0.0202  0.1491  -0.0721
Si  0.1042  -0.014  0.0349
Si  0.3583  -0.1572  -0.5527
Si  -0.2263  0.184  0.576
Si  0.2378  -0.0529  -0.2468
Si  -0.3282  -0.0895  0.3716
Si  0.0535  0.2189  0.3948
Si  -0.0113  -0.2659  -0.4724
Si  0.0782  0.2723  0.5697
Si  0.1042  -0.1961  -0.6402
Si  0.0001  -0.0001  -0.0146
Si  0.0037  0.0096  0.0027
Si  0.0048  0.0155  -0.0064
Si  -0.0117  -0.0055  0.0018
Si  0.0028  0.0054  -0.0135
Si  0.0024  0.0027  -0.0065
Si  0  0.0002  -0.0023
Si  0.0014  0.0088  -0.0148
Si  0.0034  0.0058  0.0138
Si  -0.0062  -0.0386  0.0053
Si  0.0099  0.015  -0.0029
Si  -0.0509  -0.045  -0.0815
Si  0.0062  -0.0013  0.0162
Si  0.0144  0.005  -0.0083
Si  -0.0005  0.0023  0.0084
Si  -0.0112  -0.0102  -0.0028
Si  -0.0331  0.0256  -0.0283
Si  0.051  -0.0311  -0.0796
Si  0.0146  -0.027  -0.0064
Si  0.0136  0.0712  0.137
Si  -0.0113  -0.0186  -0.004
Si  -0.0249  0.0182  0.0073
Si  -0.0248  0.009  -0.0664
Si  0.0317  0.0094  -0.0252
O  -0.0055  0.0032  0.0657
O  -0.0064  0.0039  0.0094
O  0.0094  0.0123  0.0085
O  0.001  0.0101  0.0052
O  0.0229  0.0013  0.0475
O  -0.0328  0.0417  -0.0015
O  0.0288  -0.0974  -0.0734
O  0.0088  -0.0153  0.0066
O  0.0069  -0.004  -0.0115
O  -0.0074  0.0192  -0.0148
O  -0.0062  0.0038  -0.0063
O  -0.0136  0.0153  -0.0379
O  -0.001  0.0089  0.0014
O  0.0021  -0.0142  -0.031
O  0.0069  -0.0047  -0.0145
O  0.0017  -0.0046  -0.0045
Si  -0.0047  0.0045  0.0072
Si  -0.0111  -0.0012  0.0084
Si  -0.0371  -0.0224  -0.027
Si  0.0119  0.0017  0.025
Si  0.0019  -0.0034  0.0167
Si  0.0086  0.0007  -0.0107
Si  0.0073  0.0017  0.0237
Si  -0.0023  -0.0014  0.0054
Si  0.0056  0.0081  0.0097
Si  -0.0029  -0.0001  0.0132
Si  -0.002  0.0005  0.0002
Si  -0.0041  -0.0029  0.0102
Si  -0.0109  -0.0134  -0.0065
Si  -0.0009  0.0013  0.0009
Si  -0.0097  0.0027  0.0007
Si  0.0062  0.0115  0.0052
Si  -0.0102  0.0078  0.0279
Si  -0.0125  -0.0068  0.0163
Si  0.0591  0.0455  0.0369
Si  0.0017  0.0037  0.0199
Si  0.0161  -0.0957  -0.0825
Si  -0.0286  0.05  -0.0106
Si  0.0006  0.0088  0.0038
Si  0.015  -0.0242  -0.0021
Si  -0.0201  -0.0381  0.0127
Si  0.0019  0.0004  0.0021
Si  -0.0086  -0.0104  0.0134
Si  -0.0089  -0.0088  0.0085
Si  0.0086  0.0061  0.0247
Si  -0.2367  0.398  0.5858
Si  -0.0116  -0.0499  -0.0289
Si  0.0022  -0.0006  0.0083
Si  0.033  0.0601  -0.0424
Si  -0.0022  -0.0006  0.0075
Si  -0.0047  -0.0002  0.0022
Si  0.0018  -0.0003  0.002
O  0.0082  0.0027  -0.0049
O  0.0137  0.0181  0.0145
O  -0.0075  0.0141  0.002
O  0.0008  0.001  -0.0027
O  -0.0008  -0.0024  -0.0046
O  0.0013  -0.0027  -0.0096
O  0.0004  -0.0024  0.0014
O  0.0013  0.0042  -0.0087
O  -0.001  0.0013  -0.0033
O  0.029  0.0083  0.0298
O  -0.0015  0.0009  -0.0091
O  0.0006  -0.0034  -0.0025
O  0.0071  -0.0022  -0.0093
O  0.0007  -0.0008  -0.0061
O  0.003  0.0028  0.002
O  0.0157  0.0949  0.0287
O  -0.0116  -0.0091  -0.0208
O  0.0105  0.0029  0.005
O  -0.0708  -0.0511  0.0043
O  0.0013  0.0046  0.0054
O  0.0069  0.0046  0.0019
O  -0.0061  0.0011  -0.0077
O  -0.0023  -0.0011  0.0002
O  0.0003  0.005  -0.001
O  0.0021  0.0002  0.0832
O  0.0045  -0.0029  0.0084
O  0.0047  0.0111  -0.0164
O  0.0073  -0.0054  0.0014
O  -0.0071  0.0007  -0.0017
O  0.0033  -0.0002  -0.0014
O  0.0362  -0.1091  -0.0352
O  -0.0001  0.0004  -0.0009
O  -0.0073  -0.0014  -0.0107
O  -0.0073  -0.0015  -0.0045
O  0.0024  0.0036  -0.0047
O  0.002  -0.0129  0.0021
O  0.0033  0.0089  -0.0008
O  0.0008  -0.002  -0.0081
O  -0.0016  -0.0016  -0.0059
O  0.0025  -0.002  0.0042
O  -0.0001  0.0013  -0.0046
O  0.0042  0.0061  -0.0091
O  -0.0021  -0.0002  -0.0016
O  0.0009  0.0058  -0.003
O  -0.0563  -0.0277  0.0096
O  -0.002  0.0051  -0.0032
O  -0.0015  0  0.0022
O  -0.0009  -0.0001  -0.0033
O  0.0017  0.0024  -0.0051
O  0.1723  -0.15  -0.4843
O  0.0026  0.003  0.0011
O  0.0031  -0.0004  -0.0016
O  0.0004  -0.0031  -0.001
O  0.0042  0.008  -0.0213
O  0.003  -0.004  0.0008
O  0.0062  -0.0006  -0.007
O  0.0076  0.0046  0.0332
O  0.0001  0.0006  -0.0042
O  -0.0067  0.0024  0
O  -0.0025  0.0026  0.0017
O  0.0621  -0.0895  -0.0325
O  -0.0049  0.001  0.0072
O  -0.0059  -0.0209  0.012
O  -0.0236  0.0311  -0.011

The program warned: the cutoff lies below the one the program advises for these potential files; the exchange-correlation potential is rough where the density is thin.
